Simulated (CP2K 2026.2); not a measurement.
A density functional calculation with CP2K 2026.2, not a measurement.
Periodic cell of 534 atoms, Si358O176, from a study of silicon, its oxide and their interface. The atomic structure is a simulated model.
Doubt: the forces sum to 1.19 eV/angstrom along one axis rather than to zero, so they err by at least 0.0022 eV/angstrom per atom on average; the grid cutoff is modest.
This geometry differs little from another in the collection (a relaxation step or a small displacement).

Settings
functional: PBE
method: Gaussian and plane waves
basis set: DZVP-MOLOPT-SR-GTH
pseudopotentials: GTH-PBE
grid cutoff: 350 Ry, relative cutoff 50 Ry
k points: Gamma only
occupations: fixed
spin: none
net charge: 0

Cell vectors (angstrom)
a 16.4025 0 0
b 0 16.4025 0
c 0 0 35.5207

Atoms and the computed forces on them: element, x, y, z (angstrom), force x, y, z (eV/angstrom)
Si 16.363 15.742 34.711 0.098 0.076 -0.105
Si 3.224 3.227 34.776 0.139 -0.282 0.286
Si 15.854 5.504 35.452 -0.069 -0.215 -0.139
Si 2.243 8.198 35.053 -0.064 0.151 0.606
Si 16.359 10.452 35.23 0.03 -0.042 0.489
Si 2.411 13.75 35.308 -0.032 0.066 0.077
Si 5.744 15.999 0.011 0.031 0.071 0.173
Si 8.569 2.429 0.684 -0.078 -0.039 -0.612
Si 5.673 5.544 35.283 0.119 0.584 0.343
Si 8.042 8.571 35.369 0.167 -0.113 0.022
Si 5.711 10.804 35.318 -0.014 -0.037 0.06
Si 8.153 13.969 35.343 -0.612 0.604 0.236
Si 10.715 0.43 0.284 -0.367 0.145 -0.477
Si 13.425 3.003 0.276 -0.034 -0.148 -0.529
Si 11.267 5.218 0.311 -0.012 0.072 -0.513
Si 13.703 7.792 0.17 -0.15 0.048 0.005
Si 11.732 11.412 35.443 0.519 0.142 0.434
Si 14.386 14.572 34.973 0.073 0.108 0.183
Si 1.316 1.455 1.107 -0.028 -0.185 0.135
Si 4.318 4.097 1.149 0.138 0.078 0.087
Si 1.263 6.665 1.115 -0.062 0.102 -0.152
Si 3.988 9.48 0.941 0.045 -0.048 -0.117
Si 1.167 12.17 1.073 -0.04 -0.141 -0.105
Si 4.05 14.856 1.216 0.091 0.022 0.005
Si 6.831 1.153 1.528 -0.029 -0.243 -0.127
Si 9.751 4.095 1.728 0.238 -0.116 0.039
Si 6.989 6.896 1.204 -0.032 -0.128 0.028
Si 9.77 9.515 1.271 -0.085 -0.345 0.098
Si 6.94 12.359 1.163 -0.125 -0.239 0.056
Si 9.578 15.052 1.395 0.132 0.054 0.153
Si 12.309 1.418 1.615 0.046 0.147 0.006
Si 14.942 4.121 1.606 0.094 0.14 -0.138
Si 12.337 6.695 1.729 0.112 0.138 -0.051
Si 14.942 9.446 1.343 -0.014 0.026 -0.123
Si 12.669 12.629 1.7 0.015 0.068 0.112
Si 14.353 14.377 1.701 -0.243 -0.323 0.408
Si 0.03 2.707 2.693 0.085 -0.128 -0.039
Si 2.747 16.387 2.506 -0.166 0.21 -0.172
Si 16.399 8.081 2.655 -0.097 -0.136 -0.23
Si 2.767 5.396 2.503 0.026 0.017 -0.172
Si 16.306 13.464 2.669 0.092 0.068 -0.092
Si 2.671 10.857 2.455 0.019 -0.05 -0.218
Si 5.461 2.659 2.678 -0.014 0.135 -0.103
Si 8.216 16.283 2.901 0.005 -0.096 -0.121
Si 5.412 8.177 2.481 -0.002 0.081 -0.078
Si 8.221 5.499 2.757 -0.248 0.176 -0.062
Si 5.45 13.549 2.614 0.069 0.055 -0.049
Si 8.304 10.959 2.578 0.03 0.018 -0.099
Si 11.034 2.717 3.069 0.207 0.238 0.1
Si 13.61 16.319 2.855 0.001 -0.061 -0.129
Si 10.853 8.106 2.843 -0.01 0.052 0.002
Si 13.706 5.422 3.066 -0.06 -0.03 -0.026
Si 10.932 13.708 2.845 -0.13 0.037 -0.095
Si 13.683 10.846 2.825 0.146 -0.083 0.039
Si 1.419 4.08 4.011 0.072 -0.001 0.028
Si 4.053 1.303 4.011 -0.032 0.035 0.075
Si 1.391 9.5 3.969 -0.024 0.035 0.014
Si 4.08 6.805 3.926 0.105 0.001 0.047
Si 1.339 14.983 3.914 -0.067 -0.021 -0.084
Si 4.049 12.182 3.934 0.01 -0.011 0.142
Si 6.811 4.073 4.041 -0.011 0 0.092
Si 9.556 1.308 4.249 -0.076 -0.005 0.077
Si 6.819 9.561 3.911 0.03 -0.088 -0.123
Si 9.52 6.789 4.22 -0.029 0.027 0.064
Si 6.756 14.905 4.112 0.081 -0.024 0.11
Si 9.546 12.281 4.114 0.055 -0.027 -0.005
Si 12.356 4.075 4.405 0.051 -0.151 0.102
Si 15.089 1.303 4.092 0.02 -0.04 -0.001
Si 12.27 9.499 4.152 -0.036 0.076 -0.002
Si 15.119 6.845 4.23 0.031 0.021 0.026
Si 12.236 15.061 4.265 -0.097 -0.085 0.111
Si 15.09 12.151 4.194 -0.073 -0.012 0.085
Si 0.015 16.383 10.928 -0.019 0.005 -0.026
Si 2.733 2.709 10.925 0.005 0.01 -0.025
Si 0.006 5.443 10.942 -0.04 0.016 -0.03
Si 2.72 8.168 10.957 0.009 -0.007 -0.036
Si 0 10.909 10.944 -0.015 0.014 -0.03
Si 2.714 13.642 10.92 -0.023 0.002 -0.039
Si 5.443 16.384 10.91 0.02 -0.024 -0.033
Si 8.191 2.733 10.93 0.006 0.002 -0.022
Si 5.45 5.443 10.941 0.004 0 -0.017
Si 8.18 8.17 10.922 -0.006 0.008 -0.02
Si 5.439 10.891 10.922 0.008 0.036 -0.055
Si 8.174 13.647 10.919 0.03 0.003 -0.027
Si 10.945 16.401 10.938 -0.014 -0.016 -0.021
Si 13.686 2.73 10.93 -0.029 -0.012 -0.024
Si 10.929 5.46 10.915 0.01 0.017 -0.027
Si 13.668 8.18 10.938 -0.008 0.017 -0.024
Si 10.93 10.907 10.931 0.017 -0.005 -0.024
Si 13.68 13.649 10.947 -0.017 -0.003 -0.017
Si 1.354 1.368 12.296 0.013 -0.024 0.023
Si 4.077 4.08 12.304 0.006 -0.004 0.021
Si 1.337 6.812 12.335 -0.023 -0.022 0.04
Si 4.097 9.528 12.318 0.004 0.046 0.04
Si 1.339 12.304 12.309 0.037 -0.021 0.026
Si 4.071 15.027 12.274 0.023 0.016 0.045
Si 6.812 1.358 12.274 -0.021 -0.035 0.007
Si 9.574 4.104 12.297 0.038 -0.007 0.05
Si 6.83 6.803 12.3 0.025 -0.005 0.029
Si 9.57 9.52 12.276 -0.013 0.038 0.034
Si 6.806 12.264 12.268 -0.023 -0.055 0.038
Si 9.559 15.027 12.271 -0.01 0.01 0.021
Si 12.316 1.386 12.307 0.008 0.023 0.064
Si 15.03 4.101 12.317 0.033 0.009 0.053
Si 12.295 6.809 12.299 -0.043 -0.027 0.051
Si 15.026 9.548 12.318 -0.001 0.013 0.014
Si 12.3 12.275 12.294 -0.012 0.001 0.023
Si 15.04 15.045 12.301 0.018 -0.001 0.034
Si 0.006 2.747 13.676 -0.058 -0.031 -0.074
Si 2.714 16.401 13.646 -0.023 -0.015 -0.076
Si 16.349 8.166 13.714 0.001 0.051 -0.046
Si 2.698 5.425 13.689 0.054 -0.008 -0.032
Si 16.382 13.687 13.691 -0.065 0.037 -0.035
Si 2.708 10.917 13.641 -0.038 0.036 -0.079
Si 5.452 2.718 13.654 0.049 -0.009 -0.058
Si 8.208 0.016 13.627 0.014 -0.024 -0.052
Si 5.466 8.144 13.685 0.033 -0.002 -0.042
Si 8.217 5.469 13.677 -0.049 0.054 -0.065
Si 5.445 13.653 13.615 0.023 0.005 -0.072
Si 8.182 10.879 13.603 0.028 0.005 -0.114
Si 10.966 2.776 13.682 -0.045 0.006 -0.075
Si 13.712 0.046 13.671 0.014 -0.054 -0.04
Si 10.93 8.167 13.667 -0.003 0.029 -0.03
Si 13.65 5.46 13.693 0.011 0.015 -0.106
Si 10.927 13.659 13.63 0.035 -0.018 -0.039
Si 13.659 10.922 13.684 0.008 0.011 -0.013
Si 1.336 4.083 15.1 -0.038 0.054 0.155
Si 4.06 1.371 15.013 0.011 -0.033 0.103
Si 1.333 9.572 15.018 0.048 0.019 0.04
Si 4.074 6.779 15.044 -0.022 -0.023 0.045
Si 1.347 15.083 15.047 0.078 0.022 0.048
Si 4.07 12.301 14.982 -0.023 -0.066 0.099
Si 6.84 4.083 14.999 -0.023 -0.047 0.081
Si 9.574 1.403 14.996 0.041 0.007 0.079
Si 6.89 9.494 15.017 0.025 0.145 0.075
Si 9.583 6.82 15.083 0.063 -0.02 0.096
Si 6.829 15.029 14.95 -0.04 0.05 0.034
Si 9.525 12.265 14.938 -0.058 -0.054 0.001
Si 12.319 4.129 15.121 -0.024 -0.001 0.17
Si 15.068 1.425 15.086 0.06 0.04 0.064
Si 12.293 9.529 15.036 0.008 0.009 0.089
Si 14.957 6.817 15.117 -0.012 -0.06 0.108
Si 12.309 15.063 14.958 -0.009 0.005 0.097
Si 14.986 12.342 15.061 0.009 -0.042 0.096
Si 0.084 0.121 16.467 -0.143 -0.035 0.011
Si 2.72 2.705 16.467 0.065 0 -0.102
Si 16.322 5.431 16.479 0.07 0.021 0.062
Si 2.696 8.186 16.354 -0.081 0.012 0.009
Si 16.384 10.96 16.385 -0.049 0.059 -0.065
Si 2.715 13.684 16.357 -0.036 0.058 0.069
Si 5.464 16.395 16.298 0.015 -0.015 0.068
Si 8.248 2.792 16.38 -0.141 0.004 0.081
Si 5.437 5.368 16.389 0.089 -0.066 -0.029
Si 8.243 8.172 16.496 -0.063 -0.051 0.088
Si 5.492 10.91 16.257 0.063 -0.13 -0.104
Si 8.192 13.653 16.281 0.081 -0.125 -0.063
Si 10.988 0.054 16.309 -0.012 0.04 -0.054
Si 13.709 2.771 16.503 0.033 -0.008 -0.011
Si 10.957 5.512 16.522 -0.072 -0.033 -0.013
Si 13.575 8.179 16.526 -0.029 0.099 -0.04
Si 10.857 10.895 16.3 0.11 0.069 -0.015
Si 13.61 13.756 16.423 -0.02 -0.046 0.035
Si 1.45 1.427 18.003 0.088 -0.251 0.017
Si 4.081 4.044 17.841 0.092 0.002 0.061
Si 1.265 6.897 17.76 -0.14 0.073 -0.035
Si 4.212 9.48 17.611 0.151 -0.123 -0.078
Si 1.359 12.325 17.754 0.024 0.054 -0.151
Si 4.141 15.025 17.706 -0.018 -0.03 -0.073
Si 6.805 1.401 17.642 -0.053 0.205 -0.18
Si 9.605 4.111 17.874 -0.08 -0.041 -0.225
Si 6.833 6.665 17.752 0.094 0.11 -0.037
Si 9.67 9.58 17.872 -0.02 0.232 0.164
Si 6.821 12.276 17.624 0.012 -0.099 -0.143
Si 9.587 15.059 17.55 0.127 -0.046 -0.09
Si 12.328 1.356 17.793 -0.013 -0.107 -0.143
Si 15.023 4.103 18.025 0.05 0.097 0.176
Si 12.179 6.903 18.058 0.047 -0.025 0.261
Si 14.978 9.642 17.755 0.056 -0.072 -0.016
Si 12.069 12.358 17.657 -0.31 0.02 -0.145
Si 15.051 15.187 17.75 -0.002 0.117 -0.236
Si 0.171 2.822 19.487 -0.094 0.311 0.264
Si 2.954 16.368 19.239 0.067 -0.011 0.143
Si 16.291 8.325 19.206 0.041 -0.076 -0.053
Si 2.652 5.499 19.042 -0.03 0.088 0.219
Si 16.282 13.699 19.043 -0.127 0.153 0.324
Si 2.918 10.926 18.843 -0.005 0.014 0.023
Si 5.467 2.617 19.185 -0.038 -0.178 0.128
Si 8.207 16.383 18.81 -0.027 0.048 -0.034
Si 5.455 8.005 19.053 -0.266 0.047 -0.06
Si 8.098 5.335 19.259 0.153 -0.332 -0.204
Si 5.51 13.615 19.008 -0.023 0.072 0.218
Si 8.055 10.87 19.014 0.08 0.112 0.01
Si 11.001 2.689 19.161 -0.071 0.008 0.12
Si 13.647 0.031 19.238 0.15 -0.042 0.067
Si 10.862 8.358 19.626 0.15 -0.049 -0.149
Si 13.604 5.563 19.435 -0.117 -0.187 -0.096
Si 10.766 13.796 19.106 -0.037 -0.316 0.025
Si 13.489 11.038 18.902 -0.075 -0.077 0.103
Si 1.147 4.688 20.674 0.572 -0.293 -0.264
Si 4.617 0.929 20.647 0.014 0.243 -0.055
Si 1.757 9.423 20.118 0.096 0.064 0.327
Si 3.771 7.007 20.428 0.002 -0.094 0.158
Si 2.104 14.82 20.747 -0.242 0.122 -0.234
Si 4.05 12.332 20.356 0.032 -0.03 0.15
Si 7.168 3.575 20.445 -0.303 -0.008 0.536
Si 9.449 1.288 20.259 0.153 0.082 0.383
Si 7.1 9.124 20.2 -0.334 0.062 -0.22
Si 8.834 7.705 20.997 0.178 0.043 0.072
Si 6.819 15.169 20.185 -0.343 0.021 0.205
Si 9.072 13.264 20.771 0.087 0.079 -0.079
Si 12.4 3.876 20.673 -0.124 0.162 0.019
Si 14.414 1.408 21.074 0.015 -0.25 0.121
Si 12.327 9.999 20.669 0.076 0.25 -0.16
Si 15.132 6.889 20.769 0.452 -0.139 -0.555
Si 12.687 14.562 20.25 -0.473 0.452 0.01
Si 14.388 12.817 20.064 0.329 -0.489 -0.072
Si 1.222 15.014 23.499 -0.099 -0.137 0.33
Si 4.39 2.472 23.407 0.2 -0.067 0.257
Si 14.724 7.106 23.133 -0.095 0.246 0.634
Si 15.59 0.189 26.521 0.051 -0.162 0.051
Si 5.608 12.982 27.959 -0.186 -0.129 -0.141
Si 7.442 10.365 24.62 -0.131 -0.096 0.114
Si 7.231 3.091 23.486 -0.049 0.045 0.066
Si 3.253 5.247 22.89 -0.057 0.158 0.058
Si 3.001 6.748 25.717 0.124 0.08 0.119
Si 5.473 10.626 22.577 -0.024 0.035 0.218
Si 11.024 11.957 22.461 -0.16 -0.193 0.158
Si 9.784 1.138 23.253 -0.157 0.108 0.133
Si 2.906 2.786 26.039 0.188 -0.088 -0.066
Si 5.369 8.516 24.537 0.039 0.068 0.181
Si 13.423 7.424 25.702 -0.031 0.026 0.074
Si 14.622 10.906 22.512 -0.126 0.402 0.08
Si 12.787 14.195 23.071 0.027 0.168 0.498
Si 1.15 14.183 26.217 -0.034 -0.039 0.05
Si 5.13 2.157 30.764 0.049 0.088 -0.449
Si 0.62 8.275 24.847 0.207 0.012 0.292
Si 16.376 12.442 24.181 -0.004 0.29 0.221
Si 0.974 10.106 22.862 0.397 0.182 0.265
Si 2.839 12.317 27.972 -0.06 -0.041 -0.267
Si 7.571 14.909 27.621 0.18 0.007 -0.091
Si 10.062 0.718 30.429 0.021 0.227 -0.157
Si 3.537 4.706 27.991 0.015 -0.098 -0.064
Si 8.022 7.739 23.289 -0.032 0.02 0.686
Si 11.714 13.918 25.988 0.002 -0.07 0.361
Si 8.159 12.181 28.851 -0.01 0.01 -0.078
Si 11.619 4.693 28.799 -0.226 0.062 -0.023
Si 11.463 3.67 23.582 -0.243 -0.005 0.118
Si 10.101 11.287 25.297 -0.115 0.114 0.257
Si 10.799 8.624 26.901 -0.053 0.006 0.122
Si 14.889 16.151 23.711 0.191 -0.031 0.22
Si 2.897 1.978 28.662 -0.082 -0.016 -0.042
Si 10.7 10.647 28.877 -0.025 -0.17 0.062
Si 14.13 4.712 24.566 0.002 -0.097 0.32
Si 2.069 16.06 30.472 -0.047 -0.087 -0.205
Si 2.272 11.555 30.891 0.029 0.03 -0.147
Si 15.153 9.643 26.879 0.004 0.077 -0.014
Si 16.266 3.089 26.027 0.097 -0.109 0.153
Si 9.876 16.268 25.99 0.135 0.051 0.18
Si 9.31 6.334 27.684 -0.069 -0.086 0.098
Si 5.037 5.282 30.749 0.099 -0.1 -0.399
Si 7.09 0.031 30.191 0.095 0.05 -0.156
Si 11.698 7.172 33.54 0.093 -0.296 -0.162
Si 9.572 3.623 31.76 0.248 0.132 -0.32
Si 0.011 0.975 32.055 0.133 0.067 -0.31
Si 12.352 4.681 31.952 -0.203 -0.079 -0.16
Si 11.101 1.927 27.772 -0.05 0.055 -0.013
Si 13.882 12.908 30.676 0.08 0.261 -0.327
Si 13.288 12.039 27.749 0.027 0.029 -0.073
Si 14.54 0.857 29.512 0.027 0.125 -0.098
Si 4.642 1.702 33.603 -0.138 0.064 -0.04
Si 0.747 10.814 28.803 -0.204 -0.13 -0.171
Si 3.478 6.093 33.398 0.234 0.022 -0.135
Si 0.343 13.453 30.353 -0.076 0.154 -0.094
Si 4.157 12.266 32.989 0.052 0.087 -0.067
Si 7.156 3.544 33.83 0.232 0.256 -0.202
Si 8.933 5.168 24.898 -0.236 -0.087 -0.058
Si 9.126 8.355 32.489 0.011 0.014 -0.44
Si 8.085 6.119 30.451 0.082 -0.177 -0.166
Si 4.89 14.463 30.767 -0.04 0.119 -0.223
Si 9.885 13.196 33.92 0.005 -0.202 -0.19
Si 13.816 3.116 28 0.11 -0.045 0.109
Si 12.531 15.49 31.054 -0.172 0.113 -0.552
Si 9.315 11.291 31.425 -0.066 -0.367 -0.338
Si 14.979 3.409 33.28 -0.243 0.098 -0.05
Si 12.42 15.266 33.933 0 0.465 -0.032
Si 14.159 11.714 33.518 0.097 -0.129 -0.135
O 14.592 13.117 34.205 0.286 -0.092 -0.372
O 15.967 0.07 33.313 0.113 0.324 -0.215
O 2.918 4.586 33.832 -0.468 0.108 -0.029
O 1.902 2.366 35.335 -0.214 0.292 0.165
O 15.823 4.617 34.018 -0.009 0.191 0.141
O 1.561 0.469 31.807 -0.131 0.086 0.133
O 2.423 7.351 33.602 -0.185 -0.084 -0.133
O 1.097 9.363 34.708 0.34 0.085 0.217
O 1.357 14.852 34.624 0.209 0.074 0.252
O 15.43 10.725 33.873 -0.031 0.174 -0.144
O 3.166 12.99 34.057 -0.187 -0.048 0.065
O 0.229 12.369 29.105 0.093 0.14 0.085
O 4.765 0.245 34.357 0.137 0.305 0.023
O 4.319 1.474 32.006 -0.065 -0.264 0.066
O 7.815 3.585 35.301 -0.195 0.038 -0.03
O 8.343 3.414 32.769 -0.106 -0.103 0.181
O 4.558 6.559 34.561 -0.011 0.067 -0.03
O 6.325 4.948 33.851 -0.217 0.009 -0.201
O 8.61 7.423 31.259 0.388 0.317 0.157
O 8.419 7.927 33.888 -0.088 0.009 0.408
O 6.898 9.7 34.972 0.115 0.042 0.224
O 5.293 11.46 33.833 0.144 -0.308 0.16
O 10.272 12.006 34.996 -0.339 0.083 -0.169
O 6.965 15.096 34.832 0.223 -0.239 0.062
O 9.55 1.493 35.216 0.107 -0.114 0.836
O 11.584 0.183 34.416 0.21 -0.363 0.103
O 1.065 14.859 29.985 -0.067 0.007 0.183
O 14.269 2.484 34.448 -0.124 -0.324 0.375
O 10.81 6.229 34.574 -0.1 -0.101 0.002
O 12.33 4.109 35.165 -0.244 -0.123 0.487
O 14.86 6.772 35.082 0.171 -0.255 0.124
O 12.757 8.103 34.359 -0.101 0.375 0.228
O 11.27 9.982 0.613 -0.167 0.405 0.096
O 12.763 11.174 34.191 -0.191 -0.021 -0.123
O 15.244 13.814 30.86 -0.078 0.15 0.137
O 0.214 0.455 0.381 -0.333 -0.309 -0.051
O 1.958 4.591 22.126 -0.213 0.107 -0.301
O 15.964 1.801 20.681 0.12 -0.127 0.031
O 5.802 16.205 21.049 0.165 0.16 -0.421
O 4.075 1.553 22.095 0.192 -0.336 -0.215
O 1.603 10.438 21.424 0.069 -0.156 -0.113
O 14.882 11.782 23.923 -0.219 -0.159 -0.331
O 4 6.367 21.954 0.264 0.196 -0.35
O 2.71 8.226 20.756 0.05 -0.009 -0.127
O 2.223 15.387 22.288 0.042 -0.103 -0.057
O 14.329 14.675 23.272 0.124 -0.057 -0.277
O 4.575 11.747 21.823 0.018 0.011 -0.136
O 2.848 13.372 20.757 -0.151 0.148 0.142
O 2.876 5.788 24.396 0.113 -0.028 -0.27
O 6.905 3.856 22.067 0.042 0.077 -0.427
O 9.841 0.575 21.718 -0.093 0.062 -0.459
O 8.321 2.426 20.593 -0.06 -0.039 -0.028
O 6.277 9.77 21.473 0.112 -0.269 0.201
O 8.376 11.837 20.352 0.105 0.203 -0.132
O 6.35 9.472 25.486 -0.156 0.207 -0.075
O 8.805 6.088 20.574 -0.148 0.142 -0.05
O 7.884 14.361 21.171 0.211 -0.38 -0.212
O 6.573 11.315 23.593 0.063 -0.006 0.04
O 9.889 13.083 22.186 0.219 -0.028 0.327
O 11.098 11.022 21.127 0.051 -0.045 0.22
O 10.303 4.48 24.377 0.267 -0.081 -0.005
O 11.61 4.317 22.077 0.151 0.176 -0.214
O 13.546 2.796 21.157 0.231 -0.064 -0.267
O 14.34 0.838 22.628 0.078 0.265 0.044
O 13.877 5.847 25.736 -0.099 -0.14 0.117
O 13.301 10.019 22.071 -0.038 -0.336 -0.182
O 0.001 5.811 20.968 -0.373 0.061 -0.13
O 15.783 9.749 22.609 0.063 -0.354 -0.002
O 12.198 15.039 21.809 0.324 -0.121 -0.115
O 12.08 14.428 24.5 -0.174 0.229 -0.311
O 0.532 14.562 20.336 -0.136 -0.138 -0.16
O 15.015 11.992 21.367 0.199 -0.095 0.442
O 2.152 13.682 27.385 -0.067 -0.086 -0.032
O 0.114 16.201 23.636 -0.099 0.293 -0.18
O 1.438 3.573 26.017 0.075 0.33 -0.019
O 2.875 1.534 27.091 0.154 0.047 -0.074
O 14.285 5.506 23.155 -0.113 0.022 -0.216
O 2.493 3.608 28.731 -0.117 -0.123 0.163
O 16.068 7.175 24.117 -0.137 -0.086 -0.107
O 1.145 11.364 23.865 -0.051 -0.252 0.098
O 0.152 12.961 25.726 0.041 0.029 0.023
O 6.302 14.09 26.961 0.176 0.046 0.156
O 9.822 16.336 24.358 0.036 -0.239 -0.371
O 3.009 12.32 29.615 -0.059 -0.095 0.145
O 8.446 13.767 28.462 0.148 -0.128 0.104
O 8.425 2.005 23.425 0.15 -0.158 0.142
O 3.306 2.173 24.591 0.019 -0.112 -0.057
O 4.313 4.047 23.056 0.166 0.055 0.033
O 4.32 7.7 25.472 0.152 -0.101 0.102
O 3.057 6.044 27.197 0.088 0.226 -0.153
O 4.607 9.554 23.495 -0.025 0.134 -0.066
O 1.618 7.587 25.914 -0.103 0.261 0.243
O 13.022 13.4 26.85 -0.029 0.045 -0.199
O 6.395 7.533 23.676 0.271 -0.23 -0.139
O 10.224 1.397 26.497 0.047 -0.079 -0.193
O 11.081 2.096 23.477 0.307 -0.041 -0.146
O 13.077 4.566 28.072 0.038 -0.116 -0.248
O 8.837 6.625 24.179 0.026 0.194 -0.216
O 5.911 2.249 23.968 -0.168 -0.247 -0.013
O 10.61 11.109 23.765 -0.057 -0.053 -0.099
O 12.832 3.74 24.465 0.002 0.035 -0.029
O 14.146 10.951 26.86 0.1 -0.035 -0.164
O 12.512 6.2 32.507 -0.039 0.321 0.197
O 1.995 14.766 24.931 -0.115 0.209 -0.047
O 12.523 12.614 22.689 0.128 0.047 -0.01
O 4.316 12.251 27.299 0.049 -0.023 -0.036
O 5.204 13.762 29.333 0.098 -0.032 -0.102
O 4.368 1.903 29.35 0.166 -0.26 0.127
O 0.186 15.345 26.786 -0.116 0.128 0.25
O 0.019 1.474 25.971 -0.011 0.004 -0.165
O 15.479 3.817 24.803 -0.197 0.272 -0.413
O 7.632 4.255 24.549 -0.238 0.028 -0.014
O 16.012 9.788 28.275 -0.019 0.006 0.082
O 1.598 8.842 23.66 -0.033 0.029 -0.248
O 16.195 9.486 25.614 0.035 0.06 -0.172
O 6.683 11.794 28.282 -0.068 -0.024 -0.078
O 6.626 1.561 30.52 -0.011 -0.021 0.225
O 9.263 11.141 28.247 -0.026 -0.08 -0.065
O 6.974 16.067 28.608 0.087 0.033 -0.13
O 10.688 3.409 28.346 -0.122 0.124 -0.28
O 9.893 2.227 30.997 0.243 -0.008 -0.014
O 4.48 5.296 29.197 -0.032 0.065 0.221
O 6.508 5.964 30.805 -0.336 0.271 0.323
O 8.38 9.268 23.814 0.016 -0.009 -0.381
O 10.631 12.7 25.898 -0.148 -0.041 0.107
O 11.008 15.248 26.622 0.099 -0.028 0.159
O 8.465 11.319 25.439 0.015 0 -0.093
O 8.439 15.685 26.496 -0.021 0.106 -0.221
O 8.153 11.935 30.468 -0.07 0.259 0.044
O 8.94 5.264 26.524 0.1 0.006 0.028
O 14.977 0.455 27.998 -0.247 -0.141 -0.106
O 10.959 4.015 32.545 -0.069 -0.017 0.184
O 9.395 7.802 26.977 0.045 -0.066 0.119
O 10.707 9.981 26.032 -0.155 0.144 -0.269
O 11.887 7.641 26.199 -0.11 -0.257 -0.156
O 11.074 9.105 28.46 0.08 0.082 0.095
O 14 12.245 29.195 0.228 -0.269 0.285
O 0.376 13.661 23.169 -0.275 0.003 -0.04
O 14.489 16.332 25.314 0.052 -0.17 -0.258
O 4.066 3.796 26.689 -0.048 0.044 -0.017
O 14.126 2.446 29.473 -0.18 0.124 0.151
O 11.044 16.112 31.234 -0.005 -0.11 0.302
O 1.908 11.002 27.64 -0.117 0.15 -0.084
O 8.657 16.33 30.561 -0.153 -0.297 -0.027
O 13.606 7.907 24.122 -0.019 0.077 -0.153
O 12.696 2.056 27.346 0.174 -0.043 -0.031
O 15.275 3.371 27.311 -0.038 0.037 0.107
O 4.047 6.007 31.845 -0.356 0.022 0.372
O 1.214 12.664 31.505 -0.135 -0.243 0.362
O 12.569 13.891 30.68 -0.082 -0.015 0.152
O 3.336 11.177 32.051 -0.061 0.17 0.308
O 1.437 10.295 30.22 0.135 0.143 -0.074
O 6.178 2.273 33.673 0.047 0.064 -0.123
O 3.542 15.391 30.664 0.036 -0.083 -0.093
O 1.975 0.837 29.34 -0.191 0.128 -0.16
O 10.621 10.882 30.494 -0.027 -0.058 0.071
O 9.044 4.821 30.76 0.126 -0.152 -0.121
O 5.244 3.722 31.148 -0.054 -0.035 0.481
O 8.169 6.352 28.839 0.032 -0.062 -0.01
O 12.027 4.727 30.359 0.229 -0.2 0.23
O 6.179 15.422 31.087 -0.166 -0.09 0.153
O 4.786 13.386 31.981 0.025 0.157 0.046
O 9.638 12.457 32.49 0.33 0.473 0.308
O 10.734 8.147 32.666 0.227 -0.051 0.22
O 13.29 16.304 29.881 -0.068 -0.075 0.038
O 10.769 6.008 28.373 0.085 -0.045 0.051
O 13.188 15.651 32.526 -0.076 -0.231 0.163
O 15.661 0.644 30.651 -0.044 -0.063 0.085
O 8.799 9.918 32.144 -0.037 -0.012 0.226
O 10.692 0.848 28.931 -0.144 -0.019 0.228
O 16.075 2.537 32.417 -0.094 0.28 0.054
O 13.754 3.906 32.279 0.241 0.047 0.11
O 13.888 11.813 31.892 0.083 -0.271 0.361
O 11.259 14.096 33.767 0.296 -0.008 -0.383
O 11.812 11.558 28.171 -0.179 -0.086 -0.227
O 14.289 8.265 26.822 -0.218 0.077 -0.039
Si 0.036 16.312 5.415 0.004 0.026 0.032
Si 2.729 2.689 5.407 0.028 -0.023 -0.038
Si 0.091 5.42 5.479 -0.024 0.027 -0.053
Si 2.753 8.156 5.366 -0.014 -0.045 -0.134
Si 0.084 10.811 5.487 -0.119 0.053 -0.135
Si 2.713 13.61 5.324 0.052 0.008 -0.169
Si 5.414 16.35 5.421 0.073 0.037 -0.075
Si 8.146 2.725 5.484 0.055 0.041 -0.037
Si 5.428 5.455 5.377 -0.034 -0.015 -0.085
Si 8.124 8.225 5.435 0.001 -0.009 -0.024
Si 5.442 10.875 5.351 -0.008 0.022 -0.092
Si 8.153 13.6 5.494 -0.031 -0.023 -0.042
Si 10.894 16.385 5.641 0.075 -0.046 -0.024
Si 13.761 2.637 5.571 -0.032 0.044 0.002
Si 10.905 5.458 5.601 -0.03 0.005 0.009
Si 13.682 8.187 5.53 -0.045 -0.019 -0.064
Si 10.919 10.912 5.49 0.005 0.013 -0.041
Si 13.676 13.605 5.484 0.022 -0.03 -0.063
Si 1.374 1.318 6.791 -0.022 -0.013 -0.033
Si 4.091 4.073 6.777 0.02 0.009 0.003
Si 1.422 6.822 6.817 0.001 -0.028 0.059
Si 4.097 9.522 6.76 0.05 -0.007 0.051
Si 1.403 12.264 6.787 0.002 -0.029 0.067
Si 4.056 14.964 6.766 -0.022 0.02 0.028
Si 6.781 1.321 6.813 -0.016 -0.007 0.022
Si 9.518 4.063 6.886 -0.001 -0.024 0.037
Si 6.777 6.818 6.787 0.001 0.015 0.001
Si 9.523 9.548 6.831 0.003 0.047 -0.029
Si 6.771 12.223 6.804 0.044 0.012 0.061
Si 9.509 14.966 6.896 -0.023 0.038 0.016
Si 12.329 1.334 6.928 -0.011 -0.039 0.01
Si 15.107 4.074 6.866 0.059 -0.093 0.016
Si 12.309 6.829 6.897 0.008 0.006 0.041
Si 15.067 9.535 6.874 0.011 0.002 0.069
Si 12.298 12.268 6.865 -0.029 -0.014 -0.044
Si 15.056 14.982 6.827 -0.001 0.026 -0.043
Si 0.044 2.686 8.207 -0.034 0.035 0.015
Si 2.73 16.354 8.16 0.002 0.008 -0.016
Si 0.034 8.159 8.21 -0.08 -0.029 -0.008
Si 2.754 5.438 8.185 0.004 0.023 0.003
Si 0.024 13.615 8.179 -0.038 0.007 -0.016
Si 2.748 10.891 8.162 0.017 0.063 -0.02
Si 5.439 2.712 8.174 0.031 -0.012 -0.003
Si 8.154 16.377 8.212 0.018 -0.017 0.011
Si 5.431 8.171 8.177 -0.014 -0.029 -0.002
Si 8.145 5.464 8.189 0.034 -0.024 0.012
Si 5.424 13.618 8.165 0.026 -0.004 -0.038
Si 8.158 10.903 8.199 0.008 -0.017 0.005
Si 10.926 2.716 8.233 0.017 0.021 0.028
Si 13.705 16.348 8.231 -0.042 -0.001 0.013
Si 10.907 8.196 8.211 0.028 0.011 0.013
Si 13.701 5.442 8.211 -0.05 0.009 -0.005
Si 10.921 13.628 8.234 0.018 -0.005 0.007
Si 13.683 10.907 8.217 0 0.031 0.001
Si 1.383 4.083 9.564 0.011 -0.025 0.013
Si 4.077 1.338 9.536 0.012 -0.015 -0.006
Si 1.382 9.547 9.569 -0.002 0.026 0.018
Si 4.087 6.809 9.573 0.018 -0.014 0.01
Si 1.363 15.008 9.545 0.008 0.005 0
Si 4.077 12.26 9.556 0.008 -0.042 0.03
Si 6.801 4.081 9.558 0 0.007 -0.006
Si 9.547 1.343 9.574 0.038 -0.019 0.017
Si 6.802 9.525 9.556 0.026 0.013 0.004
Si 9.539 6.812 9.553 0.008 -0.016 -0.008
Si 6.786 14.994 9.548 -0.017 0.027 0.015
Si 9.539 12.26 9.573 -0.004 0.005 -0.005
Si 12.311 4.091 9.569 -0.022 -0.008 0.033
Si 15.057 1.345 9.574 -0.012 -0.006 0.003
Si 12.299 9.546 9.57 -0.027 0.014 -0.002
Si 15.053 6.813 9.58 0.034 -0.023 0.023
Si 12.304 15.005 9.584 0.01 -0.002 0.004
Si 15.048 12.28 9.574 -0.021 0.002 0.004

Results
total energy: -115450.436 eV
total energy less fixed offsets of O -438.35, Si -107.03 eV per atom: 15.904 eV
